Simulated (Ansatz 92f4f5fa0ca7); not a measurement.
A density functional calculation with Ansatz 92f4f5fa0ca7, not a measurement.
Periodic cell of 220 atoms, Si132O88, from a study of silicon, its oxide and their interface. The atomic structure is a simulated model.
Doubt: the cutoff is far below the 930 eV that the study's wrapper takes by default for these files, so forces and energies are approximate.
This geometry differs little from another in the collection (a relaxation step or a small displacement).

Settings: functional PBE; potential files Ansatz PAW; basis plane waves; wave-function cutoff 580 eV; density cutoff ratio 5; exchange-correlation grid ratio 1; k mesh 1 x 1 x 1, Gamma-centred; self-consistency stop 5e-08 eV per atom in the density residual; occupations fixed; spin none; net charge 0.

Cell vectors (angstrom)
a  10.938  0  0
b  0  10.938  0
c  0  0  32.015

Atoms: element, x, y, z (angstrom)
Si  -0.1063  0.2354  24.6681
Si  5.8417  -0.2922  24.3025
Si  2.5087  2.9563  24.7724
Si  8.5528  2.4416  24.5098
Si  0.364  5.2403  24.5921
Si  5.1733  5.9515  24.3428
Si  2.7796  8.0704  24.5287
Si  8.1207  8.4365  24.6324
Si  1.3605  1.4102  26.0551
Si  6.8528  1.352  25.7453
Si  4.1974  4.2116  25.7825
Si  9.5895  4.1248  25.8146
Si  1.4022  6.8329  25.963
Si  6.8194  6.8773  25.8118
Si  4.1105  9.6495  25.7018
Si  9.6381  9.601  25.9556
Si  2.7792  -0.0125  27.2285
Si  8.1892  0.0227  27.236
Si  -0.0516  2.7839  27.2935
Si  5.4903  2.7435  27.1552
Si  2.7923  5.4552  27.257
Si  8.1786  5.4741  27.1802
Si  0.0097  8.1863  27.2727
Si  5.4347  8.245  27.1863
Si  4.1018  1.3673  28.5967
Si  9.5708  1.3673  28.5967
Si  1.3673  4.1018  28.5967
Si  6.8362  4.1018  28.5967
Si  4.1018  6.8362  28.5967
Si  9.5708  6.8362  28.5967
Si  1.3673  9.5708  28.5967
Si  6.8362  9.5708  28.5967
Si  0  0  29.964
Si  5.469  0  29.964
Si  2.7345  2.7345  29.964
Si  8.2035  2.7345  29.964
Si  0  5.469  29.964
Si  5.469  5.469  29.964
Si  2.7345  8.2035  29.964
Si  8.2035  8.2035  29.964
Si  1.3673  1.3673  31.3312
Si  6.8362  1.3673  31.3312
Si  4.1018  4.1018  31.3312
Si  9.5708  4.1018  31.3312
Si  1.3673  6.8362  31.3312
Si  6.8362  6.8362  31.3312
Si  4.1018  9.5708  31.3312
Si  9.5708  9.5708  31.3312
Si  2.7345  0  0.6835
Si  8.2035  0  0.6835
Si  0  2.7345  0.6835
Si  5.469  2.7345  0.6835
Si  2.7345  5.469  0.6835
Si  8.2035  5.469  0.6835
Si  0  8.2035  0.6835
Si  5.469  8.2035  0.6835
Si  4.1018  1.3673  2.0507
Si  9.5708  1.3673  2.0507
Si  1.3673  4.1018  2.0507
Si  6.8362  4.1018  2.0507
Si  4.1018  6.8362  2.0507
Si  9.5708  6.8362  2.0507
Si  1.3673  9.5708  2.0507
Si  6.8362  9.5708  2.0507
Si  0  0  3.418
Si  5.469  0  3.418
Si  2.7345  2.7345  3.418
Si  8.2035  2.7345  3.418
Si  0  5.469  3.418
Si  5.469  5.469  3.418
Si  2.7345  8.2035  3.418
Si  8.2035  8.2035  3.418
Si  1.3762  1.3363  4.7445
Si  6.9468  1.2661  4.7982
Si  4.0708  4.1527  4.7659
Si  9.4666  4.1435  4.7682
Si  1.3333  6.9061  4.8368
Si  6.7924  6.8444  4.76
Si  4.1144  9.4876  4.8728
Si  9.5504  9.5818  4.8422
Si  2.6822  -0.0866  6.168
Si  8.1785  -0.1104  6.3878
Si  -0.2101  2.6111  5.973
Si  5.5605  2.726  5.9462
Si  2.6192  5.4608  6.2073
Si  8.111  5.5369  6.1595
Si  -0.0316  8.25  6.2592
Si  5.432  7.9839  6.3178
Si  3.909  1.6836  7.1886
Si  9.8304  1.1694  7.6176
Si  1.3767  3.6998  7.2109
Si  6.5857  4.2057  7.4488
Si  4.1897  6.3206  7.7612
Si  9.3494  7.0194  7.5129
Si  1.0905  9.8252  7.6613
Si  7.02  9.1072  7.6847
O  1.421  4.0452  24.1166
O  5.5025  11.0245  22.7253
O  2.7009  2.7677  7.0097
O  8.1566  7.9872  8.1561
O  5.1364  4.8076  8.3866
O  0.1938  0.2492  8.0385
O  3.916  6.974  24.0767
O  9.6805  1.2932  24.1798
O  2.3528  9.388  8.6652
O  0.9618  3.4632  8.7998
O  9.403  1.9724  9.0025
O  6.291  9.5923  9.0799
O  4.3742  2.0549  8.7705
O  3.5783  7.0621  9.1046
O  7.3238  3.5155  8.7481
O  10.0382  5.9895  8.6084
O  3.1297  2.0074  23.5455
O  4.546  1.9175  21.1713
O  8.1134  2.8501  22.9733
O  10.8867  6.0286  23.1974
O  7.0037  9.5006  24.0593
O  1.9911  8.4895  23.1313
O  5.7272  5.8229  22.7731
O  0.5804  10.6925  23.263
Si  2.9065  8.3985  9.8378
Si  -1.1364  3.4754  19.2616
Si  3.0717  10.5049  19.8664
Si  1.8538  2.4515  19.6259
Si  6.6399  2.2905  14.454
Si  9.7943  -1.5168  13.366
Si  2.1883  19.0286  15.551
Si  9.3811  3.695  14.104
Si  5.6663  9.6648  10.5888
Si  -4.0712  10.9547  16.6697
Si  1.5903  3.9307  10.2243
Si  2.723  12.2114  15.1063
Si  11.3223  10.4943  15.6056
Si  0.0407  -2.5673  10.7376
Si  4.5233  3.5072  9.5176
Si  -3.1489  12.0747  19.2033
Si  1.908  -5.6723  14.9556
Si  4.3475  3.6813  16.1068
Si  3.8295  4.9123  18.8172
Si  5.3138  4.8045  21.558
Si  13.1463  7.6611  18.5546
Si  8.4539  3.0082  9.8284
Si  -2.7598  4.0311  21.8608
Si  10.5852  -2.9465  20.1198
Si  8.9729  6.6811  14.377
Si  3.3824  2.6158  22.0629
Si  1.27  9.654  22.2369
Si  4.6652  9.7203  15.1553
Si  -1.5796  -1.0652  17.9777
Si  5.483  11.5274  21.1771
Si  9.5024  6.5835  22.532
Si  10.1784  5.6462  10.2051
Si  -3.9957  8.6517  13.1609
Si  1.1765  3.0044  13.0282
Si  -0.7958  4.9703  16.5466
Si  6.1842  1.8102  11.4836
O  -5.4376  10.1105  16.4932
O  4.7198  4.294  17.5804
O  3.1695  4.2654  9.9811
O  5.3328  3.0932  10.8644
O  1.3458  0.8404  15.8692
O  2.6855  14.6888  19.0526
O  -0.4206  2.8042  13.3339
O  -0.2161  8.8924  9.2218
O  2.4031  10.411  21.3535
O  0.7733  5.2656  10.6187
O  9.9788  -3.0066  14.0576
O  3.4839  2.2874  16.136
O  1.3436  -1.6017  14.9904
O  -2.5412  5.4131  22.6861
O  -1.2497  8.536  18.8596
O  1.6346  7.8129  17.0493
O  8.0886  -1.0695  16.9216
O  11.0686  9.1314  21.1885
O  1.9718  2.5644  21.2552
O  1.6877  8.0187  10.8563
O  4.7756  5.2688  20.0967
O  -1.2423  6.922  20.9521
O  -1.6853  6.2677  15.9794
O  -2.7443  9.696  13.1534
O  -0.2734  -0.7391  17.0644
O  6.4423  8.6083  11.5943
O  4.0999  9.1999  10.6038
O  1.9561  6.8331  14.5656
O  13.1571  12.8993  13.715
O  5.6879  9.2806  13.9793
O  0.9838  7.2497  19.5463
O  5.767  11.245  11.0095
O  -1.3086  3.6492  15.7255
O  9.9855  7.0456  11.0387
O  3.4037  4.8045  15.3984
O  1.4283  2.8457  11.4222
O  7.475  7.2342  13.8702
O  8.954  7.8936  23.3182
O  0.2725  2.6259  19.2314
O  -3.954  11.8847  20.6189
O  3.7308  10.9888  14.7128
O  5.7248  3.3638  15.2887
O  -1.5123  3.9551  20.7881
O  -4.2396  4.0152  21.1687
O  4.7011  -0.4069  20.1264
O  3.2235  6.3929  18.4893
O  4.0081  4.1026  22.2646
O  6.7056  0.9239  18.009
O  2.7994  9.1355  19.0028
O  -0.3366  9.4426  11.939
O  5.8878  1.8062  13.0891
O  -1.0126  4.6964  18.1531
O  -1.9307  10.9867  19.1214
O  11.7487  5.0789  16.173
O  7.0661  1.0091  15.3819
O  -7.1681  8.4374  15.5659
O  -2.9966  3.0347  13.8608
O  13.3919  11.8975  19.1754
O  8.4987  2.565  18.898
O  1.5163  4.4994  13.5799
O  9.2095  4.3291  10.4702
O  7.723  2.1585  11.0215
O  10.23  -0.306  14.3951
O  9.3344  5.2701  13.5928

Results
free energy: -133958.601 eV
free energy less fixed offsets of O -568.88, Si -635.61 eV per atom: 3.359 eV

Forces (eV/angstrom), in the order of the atoms: element, x, y, z
Si  -0.0238  0.0679  -0.0733
Si  0.0301  -0.0246  -0.0606
Si  -0.0165  -0.0023  -0.0872
Si  0.0618  -0.0571  -0.1238
Si  0.0471  -0.0528  -0.0877
Si  0.0108  0.0021  -0.0396
Si  0.0439  -0.0535  -0.0298
Si  0.01  0.0367  -0.021
Si  -0.0071  0.0027  -0.0534
Si  0.0098  0.0058  -0.0328
Si  -0.0035  0.0351  -0.0764
Si  0.006  0.0091  -0.0747
Si  0.0059  -0.0072  -0.0503
Si  -0.0257  -0.0073  -0.079
Si  0.0213  -0.0105  -0.0529
Si  -0.0269  0.0244  -0.0614
Si  0.0031  -0.0242  0.0056
Si  0.0209  -0.0096  0.0069
Si  -0.0276  -0.0054  0.0063
Si  -0.0117  -0.0319  -0.0099
Si  0.0036  0.0078  0.0216
Si  0.009  0.0078  0.0135
Si  -0.006  -0.0045  0.0081
Si  -0.01  0.0085  -0.0223
Si  0.2573  0.1854  -0.2305
Si  -0.3379  0.1264  0.3304
Si  0.1467  0.1201  0.2316
Si  0.0788  -0.1535  -0.3119
Si  0.1568  0.2717  0.1146
Si  -0.2708  -0.1787  -0.0401
Si  0.313  -0.0801  0.0481
Si  -0.1694  0.0354  -0.1066
Si  0.028  0.0442  -0.0484
Si  0.0759  0.0541  -0.0005
Si  -0.0382  0.0033  -0.0476
Si  0.0195  -0.0512  0.0355
Si  0.0614  0.0256  0.0059
Si  0.0487  0.0859  -0.0346
Si  -0.0077  0.015  0.0298
Si  -0.0271  -0.051  -0.0339
Si  0.0492  0.0432  -0.0115
Si  -0.0118  0.0227  -0.0131
Si  -0.0795  -0.0628  -0.0183
Si  0.0049  -0.0252  -0.0296
Si  -0.0384  0.0128  -0.0252
Si  0.0006  -0.018  0.0084
Si  -0.0075  0.0021  -0.0333
Si  0.0044  -0.0027  -0.0155
Si  -0.0249  -0.0416  0.0329
Si  -0.0237  0.0561  0.0231
Si  -0.0261  -0.023  0.0105
Si  0.0751  -0.0117  0.004
Si  -0.0431  0.0782  0.0204
Si  0.0529  -0.0051  0.0418
Si  0.073  -0.029  0.0007
Si  -0.0421  0.0318  0.0107
Si  -0.0942  0.0953  0.0904
Si  0.0952  0.0603  -0.0047
Si  0.0586  -0.1061  0.0165
Si  -0.1765  -0.1664  0.0229
Si  -0.0015  -0.0493  -0.015
Si  0.0083  0.0342  0.0303
Si  -0.096  -0.0107  0.0443
Si  0.0037  -0.0482  -0.0284
Si  -0.1661  -0.2157  -0.0381
Si  0.1578  -0.5328  0.5456
Si  -0.1008  0.1093  -0.0956
Si  -0.0588  -0.2506  -0.2604
Si  -0.0314  0.2107  0.4112
Si  -0.2272  0.1254  -0.3356
Si  0.069  -0.0245  0.2046
Si  -0.0287  0.2666  0.196
Si  0.091  -0.0081  -0.0278
Si  0.0384  -0.0009  0.0275
Si  0.0239  0.0215  -0.058
Si  0.0289  -0.0141  0.0048
Si  -0.0497  0.0215  -0.0215
Si  -0.0072  0.0148  -0.0183
Si  -0.0403  0.0842  -0.0047
Si  0.0097  -0.0344  -0.015
Si  -0.0314  -0.0102  0.094
Si  0.0028  -0.0115  0.0493
Si  0.0007  0.0029  0.0046
Si  -0.0911  0.0664  0.0507
Si  -0.0364  -0.0991  0.0936
Si  -0.019  0.0336  0.1051
Si  0.111  0.1198  -0.0909
Si  0.0295  -0.0405  0.0852
Si  -0.0566  -0.0083  -0.061
Si  0.1824  -0.1427  0.0463
Si  -0.0411  -0.0189  0.0258
Si  0.5408  -0.3315  -0.2225
Si  -0.4486  0.7382  -0.1468
Si  0.0789  0.0504  0.2205
Si  -0.5751  -0.6925  1.3709
Si  0.0438  -0.0754  0.1371
O  -0.0023  0.0116  0.1802
O  -0.0023  -0.0311  0.1407
O  0.0627  -0.009  0.0549
O  -0.1144  0.0013  -0.2498
O  -0.013  -0.115  0.3425
O  -0.0006  0.1062  -0.3283
O  0.0266  -0.0029  0.07
O  -0.0458  0.0438  0.1287
O  0.149  0.106  -0.3522
O  0.0736  0.0243  -0.076
O  -0.0962  0.072  -0.0188
O  0.0618  -0.0084  -0.1411
O  0.0395  0.2623  -0.0444
O  0.315  -0.3986  -0.2911
O  -0.2954  0.1805  -0.1392
O  -0.0832  -0.0283  -0.1017
O  -0.0165  0.0283  0.0832
O  -0.0059  0.0081  0.0195
O  -0.0009  -0.0033  0.103
O  -0.0311  0.008  0.025
O  -0.0519  0.0084  0.0935
O  0.0134  0.0039  0.0502
O  0.0118  0.0189  0.1206
O  0.0201  -0.0306  0.0211
Si  -0.5098  0.2752  0.012
Si  0.04  -0.0618  -0.0485
Si  -0.0216  0.0223  -0.0729
Si  0.0017  0.0014  -0.0332
Si  0.0269  -0.0087  0.0168
Si  0.0668  0.0025  -0.4311
Si  -0.0456  0.0161  0.0103
Si  0.0119  0.033  0.0147
Si  -0.0581  -0.0423  0.0547
Si  0.0299  0.0079  0.0451
Si  -0.2115  0.0312  0.0253
Si  -0.0369  -0.0117  -0.0083
Si  -0.0819  -0.0291  -0.0638
Si  0.0769  0.6106  -1.4163
Si  -0.264  -0.5644  0.4737
Si  0.0431  -0.0154  0.0068
Si  -0.0328  0.0128  -0.0215
Si  -0.0159  -0.0103  0.0434
Si  -0.075  -0.0111  0.0319
Si  -0.0373  -0.0804  -0.0504
Si  0.0171  0.0086  0.0296
Si  0.1154  -0.0451  0.0685
Si  -0.0061  0.0064  -0.0571
Si  0.0555  0.0161  -0.0868
Si  0.064  0.0835  -0.0512
Si  0.0013  0.0285  -0.0894
Si  -0.0052  0.035  -0.0015
Si  0.0199  -0.0079  0.0045
Si  0.0158  0.0399  0.0127
Si  0.0146  0.0048  -0.1031
Si  -0.0018  -0.0111  -0.0229
Si  -0.0253  0.3662  0.0244
Si  0.1162  0.0546  -0.0341
Si  -0.0036  0.0156  0.0404
Si  -0.0165  -0.012  0.0199
Si  0.1011  -0.1393  0.0591
O  -0.0123  -0.0054  -0.019
O  0.0121  -0.0074  -0.0559
O  0.3865  -0.0125  -0.2044
O  -0.1037  0.2294  -0.2225
O  0.0129  0.0012  0.0015
O  0.0316  0.0297  0.0073
O  0.0202  0.0017  -0.019
O  0.3659  -0.099  0.0443
O  -0.0107  -0.0066  0.0547
O  0.1184  -0.1099  -0.0303
O  -0.1047  -0.1199  0.0631
O  0.019  0.0102  -0.0034
O  0.0156  0.0101  0.0402
O  -0.0078  0.0253  0.0393
O  0.0078  -0.0068  -0.004
O  -0.0056  -0.0103  -0.0342
O  -0.0072  0.0003  -0.0096
O  -0.0024  0.0016  0.0328
O  0.0343  0.0127  0.0455
O  0.0742  -0.0559  0.1355
O  0.0255  0.0011  0.0379
O  -0.0215  -0.0202  0.0659
O  0.0188  -0.043  -0.0031
O  0.1096  -0.0464  0.0697
O  -0.0237  0.0074  -0.0167
O  -0.006  0.0172  -0.0307
O  0.15  0.0114  0.0131
O  0.0129  0.0006  0.0005
O  0.0055  0.0082  -0.0329
O  -0.0424  0.0024  0.0159
O  -0.0442  0.0149  0.0076
O  -0.0113  0.0623  -0.009
O  0.0188  0.0084  -0.0094
O  -0.0578  -0.3356  0.03
O  0.0327  0.0027  -0.0107
O  0.0449  0.0016  -0.0641
O  0.0289  -0.034  0.0282
O  0.0153  -0.0361  0.0125
O  -0.021  0.0216  0.0062
O  -0.0128  0.0055  0.014
O  0.0167  -0.0069  -0.0099
O  -0.0024  0.0122  -0.0009
O  -0.0432  0.0001  0.0629
O  0.0259  0.0206  0.0151
O  0.0217  -0.0033  0.0377
O  0.0149  -0.0018  -0.0339
O  0.0065  0.005  -0.0037
O  -0.0118  0.0019  -0.0247
O  0.0116  0.012  0.0002
O  -0.1208  0.0155  0.5907
O  -0.0068  0.0097  -0.058
O  0.0001  0.0366  -0.0329
O  -0.0029  -0.0046  -0.0388
O  -0.03  -0.0052  0.011
O  0.0012  0.0111  -0.0168
O  0.0216  0.0041  0.0012
O  -0.0073  -0.0024  -0.0134
O  0.0275  -0.0362  0.0178
O  -0.0015  -0.0008  -0.0009
O  0.0123  -0.022  -0.0055
O  -0.0711  -0.0996  -0.0314
O  0.0081  0.054  -0.0519
O  0.0759  0.0159  0.0765
O  -0.0132  0.0043  0.0347

The program warned: the cutoff lies below the one the program advises for these potential files; the forces do not sum to zero within the program's tolerance; the exchange-correlation potential is rough where the density is thin.
